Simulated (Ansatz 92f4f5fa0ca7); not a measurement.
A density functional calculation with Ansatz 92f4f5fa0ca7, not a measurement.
Periodic cell of 215 atoms, Si131O82As2, from a study of silicon, its oxide and their interface. The atomic structure is a simulated model.
Doubt: the cutoff is far below the 930 eV that the study's wrapper takes by default for these files, so forces and energies are approximate.
This geometry differs little from another in the collection (a relaxation step or a small displacement).

Settings: functional PBE; potential files Ansatz PAW; basis plane waves; wave-function cutoff 580 eV; density cutoff ratio 5; exchange-correlation grid ratio 1; k mesh 1 x 1 x 1, Gamma-centred; self-consistency stop 5e-08 eV per atom in the density residual; occupations fixed; spin none; net charge 0.

Cell vectors (angstrom)
a  10.938  0  0
b  0  10.938  0
c  0  0  31.5432

Atoms: element, x, y, z (angstrom)
Si  10.4386  0.5723  24.3392
Si  6.0444  10.5003  24.1407
Si  2.1323  3.2445  24.086
Si  8.7066  2.2557  24.303
Si  0.5031  5.0519  24.157
Si  5.0544  5.8944  24.1919
Si  3.3971  7.6493  24.1462
Si  7.831  8.8272  23.994
Si  1.347  1.474  25.4559
Si  6.9161  1.3038  25.4847
Si  4.031  4.0999  25.3237
Si  9.6651  4.0995  25.4097
Si  1.4974  6.8167  25.354
Si  6.8974  6.9457  25.2427
Si  4.227  9.5322  25.3299
Si  9.5337  9.6376  25.4323
Si  2.7841  -0.0023  26.6464
Si  8.2185  -0.0249  26.9277
Si  0.0131  2.7703  26.904
Si  5.4534  2.7328  26.6675
Si  2.7554  5.4416  26.8236
Si  8.2262  5.5194  26.6318
Si  0.0446  8.204  26.651
Si  5.5459  8.1993  26.7837
Si  4.1183  1.3578  28.0709
Si  9.5872  1.3741  28.2289
Si  1.3899  4.1247  28.2257
Si  6.8421  4.1293  28.0262
Si  4.1499  6.8257  28.1331
Si  9.6038  6.8416  28.0523
Si  1.4027  9.575  28.0461
Si  6.8389  9.5407  28.2265
Si  0.0381  -0.0258  29.4978
Si  5.4571  0.0074  29.5019
Si  2.7618  2.7091  29.4997
Si  8.1802  2.7634  29.4881
Si  -0.0119  5.4907  29.5044
Si  5.4954  5.4523  29.4852
Si  2.7484  8.2003  29.4679
Si  8.2413  8.1687  29.5016
Si  1.3673  1.3673  30.8594
Si  6.8362  1.3673  30.8594
Si  4.1018  4.1018  30.8594
Si  9.5708  4.1018  30.8594
Si  1.3673  6.8362  30.8594
Si  6.8362  6.8362  30.8594
Si  4.1018  9.5708  30.8594
Si  9.5708  9.5708  30.8594
Si  2.7345  0  0.6835
Si  8.2035  0  0.6835
Si  0  2.7345  0.6835
Si  5.469  2.7345  0.6835
Si  2.7345  5.469  0.6835
Si  8.2035  5.469  0.6835
Si  0  8.2035  0.6835
Si  5.469  8.2035  0.6835
Si  4.1327  1.3309  2.0441
Si  9.5556  1.3719  2.034
Si  1.3485  4.115  2.0622
Si  6.864  4.0598  2.0579
Si  4.0932  6.8401  2.0343
Si  9.6052  6.7999  2.0506
Si  1.3886  9.549  2.057
Si  6.8499  9.5532  2.0587
Si  -0.0478  -0.0346  3.3443
Si  5.4858  -0.0327  3.4688
Si  2.7168  2.692  3.3344
Si  8.2173  2.686  3.4881
Si  -0.0107  5.4557  3.5167
Si  5.4753  5.4625  3.3339
Si  2.7463  8.1749  3.4683
Si  8.2439  8.1665  3.3813
Si  1.3109  1.3388  4.6739
Si  6.9094  1.2603  4.8721
Si  4.078  4.0825  4.6574
Si  9.5519  4.063  4.9059
Si  1.3561  6.8591  4.8926
Si  6.8677  6.7821  4.697
Si  4.1422  9.5005  4.8453
Si  9.5906  9.5361  4.7571
Si  2.5967  -0.1087  6.0377
Si  8.2513  -0.1572  6.2697
Si  -0.0034  2.633  6.1911
Si  5.5393  2.7846  6.0144
Si  2.7455  5.414  6.1194
Si  8.1309  5.4379  6.2104
Si  0.0032  8.2718  6.255
Si  5.5839  8.1255  6.1522
As  3.5466  1.871  6.9431
Si  10.0163  0.8331  7.4916
As  1.7047  3.6867  7.5655
Si  6.2378  4.5497  7.3921
Si  4.6229  6.3065  7.2618
Si  9.1754  7.1895  7.3793
Si  0.8741  10.1403  7.5325
Si  7.4117  8.8811  7.5024
O  4.559  6.6202  8.8845
O  0.6944  4.2069  9.1254
O  9.7262  6.6049  8.833
O  1.2704  10.1137  9.1534
O  6.0845  4.2438  9.0184
O  3.5876  1.4919  8.7074
O  7.1204  8.9788  9.1449
O  9.6214  1.0601  9.0902
O  8.2462  2.5305  22.7429
O  11.0058  5.5468  22.6344
O  5.6395  0.0793  22.6247
O  5.3019  5.3981  22.6299
O  2.1475  2.7967  22.4828
O  3.3353  7.853  22.4929
O  8.3775  8.7472  22.4137
O  -0.1662  11.2347  22.7513
Si  2.1273  3.0702  12.9063
Si  8.6526  1.3103  10.376
Si  1.0446  4.5444  15.3697
Si  7.4687  5.5949  12.2104
Si  2.4142  8.1892  21.1981
Si  5.3436  7.7833  12.469
Si  9.2159  0.4891  15.5209
Si  2.8913  -0.0167  16.6481
Si  10.4251  1.259  12.6476
Si  7.7673  2.8332  21.2332
Si  9.1026  8.8224  14.4673
Si  1.2615  4.935  10.4763
Si  4.4747  9.5024  19.118
Si  11.0725  6.1067  21.1078
Si  6.5769  10.4746  14.8403
Si  5.3906  0.7351  21.1655
Si  2.3136  9.8103  10.3833
Si  0.429  10.6361  21.3839
Si  5.8592  5.2525  21.1212
Si  3.591  7.0909  10.0852
Si  9.0221  5.7114  14.8194
Si  3.6607  4.0864  19.0989
Si  10.0194  3.6736  19.3149
Si  4.2126  8.6835  15.3547
Si  0.4277  1.939  17.1542
Si  6.7845  7.5437  19.2409
Si  5.22  3.6464  16.7211
Si  7.7678  5.0259  17.5139
Si  6.6457  9.9212  10.3922
Si  4.3314  1.04  10.0634
Si  -0.0891  9.1871  11.9174
Si  9.0966  8.6374  20.9393
Si  4.5168  1.6982  14.5508
Si  2.4457  2.0843  21.0475
Si  6.296  3.3375  10.3567
Si  3.3961  5.9416  16.7588
Si  9.771  6.7093  10.4532
O  0.1249  2.6497  18.5878
O  2.8838  9.6492  15.5827
O  10.8477  4.8228  20.1299
O  7.5266  2.3768  9.9209
O  10.88  5.6978  11.1343
O  6.4832  6.7013  12.9044
O  10.1027  8.2849  10.7838
O  7.6372  9.4892  13.9987
O  8.2892  6.311  10.999
O  5.3542  10.5003  20.0508
O  2.0593  3.8592  11.4592
O  7.9668  8.5519  19.7596
O  6.1959  6.73  20.5329
O  5.4722  2.7437  15.3872
O  1.3059  0.927  20.6975
O  6.0236  9.0286  11.6226
O  4.5526  5.002  16.098
O  6.5609  3.9362  17.6078
O  10.5666  10.7788  11.8622
O  5.5499  0.5258  13.9745
O  8.0175  5.1104  15.923
O  9.6862  9.8511  15.6036
O  -0.4127  5.1794  15.0842
O  1.5668  6.8454  20.7881
O  1.4801  0.6626  17.1705
O  6.5932  1.7801  20.8037
O  0.9455  1.9319  12.9043
O  3.2622  5.5169  18.3566
O  9.4694  2.0605  11.5926
O  0.9641  3.1204  16.1646
O  8.5332  5.1629  13.3664
O  10.268  8.653  13.3354
O  1.4442  9.4018  21.6857
O  10.0767  9.938  20.6079
O  3.15  0.2068  10.8871
O  4.998  2.3898  10.7481
O  1.8156  4.2461  13.9782
O  7.9063  10.8599  10.8779
O  9.1061  4.4629  18.2256
O  5.5949  9.5145  15.7517
O  5.5192  -0.0261  9.7662
O  3.5637  2.3512  13.3607
O  1.9086  5.6849  16.1448
O  9.65  1.107  14.0687
O  4.3164  6.9493  11.5246
O  4.7691  4.4642  20.2205
O  9.9146  1.3602  16.6798
O  6.6391  4.3043  11.6335
O  5.5752  8.4175  18.5694
O  9.0757  2.7368  20.2655
O  3.5665  1.1529  15.7514
O  4.1953  3.0869  17.8935
O  9.912  7.2257  20.8962
O  3.3194  8.674  9.796
O  3.9029  7.4457  16.3807
O  7.5802  0.5055  15.7149
O  8.8991  7.3245  15.0234
O  3.9302  1.4379  21.156
O  1.5312  9.1193  11.6605
O  2.2724  6.1596  10.0777
O  7.3461  6.4756  18.1381
O  7.2309  4.3715  21.1257
O  4.4764  8.2576  13.7859
O  3.323  8.6835  19.9448
O  2.4935  3.2449  19.8817
O  3.7316  10.3898  17.9562

Results
free energy: -139623.652 eV
free energy less fixed offsets of As -4856.12, O -568.88, Si -635.61 eV per atom: 1.658 eV

Forces (eV/angstrom), in the order of the atoms: element, x, y, z
Si  0.0051  0.0036  -0.008
Si  -0.0015  0.0157  -0.0031
Si  -0.0008  -0.0086  -0.0036
Si  -0.0168  -0.0002  -0.0014
Si  -0.0029  0.0137  -0.0062
Si  0.0135  -0.0099  -0.0125
Si  -0.005  0.0027  -0.0133
Si  0.0059  -0.0064  -0.0071
Si  -0.0131  0.0144  0.0198
Si  0.0093  -0.012  0.0289
Si  -0.0149  0.0072  0.0074
Si  0.012  -0.0124  0.0198
Si  0.0025  -0.0069  0.0165
Si  -0.008  0.0084  0.0011
Si  0.0047  -0.007  0.0093
Si  -0.024  0.0077  0.0253
Si  -0.0009  0.0109  -0.0452
Si  0.0036  -0.002  0.0616
Si  0.0044  0.0003  0.061
Si  -0.0005  -0.0018  -0.0365
Si  0.0053  0.0004  0.0361
Si  0.0056  0.0063  -0.0429
Si  0.0045  0.0127  -0.0396
Si  0.0088  0.0023  0.0274
Si  0.0012  0.0084  0.0209
Si  -0.0084  0.0061  -0.1133
Si  -0.0028  -0.0122  -0.1105
Si  0.0104  -0.0245  0.0442
Si  -0.0348  0.0156  -0.0264
Si  -0.003  -0.0016  0.0335
Si  -0.008  -0.0049  0.0433
Si  0.0162  0.0342  -0.1065
Si  0.0107  -0.0217  -0.0091
Si  -0.0004  0.0067  0.0194
Si  0.0098  -0.0139  0.0033
Si  -0.018  0.0182  0.0052
Si  -0.0089  0.0028  0.0228
Si  0.008  -0.0111  -0.0126
Si  0.0022  -0.0089  -0.0047
Si  0.011  -0.0153  0.0057
Si  0.1904  -0.0546  0.1118
Si  -0.1458  0.1246  -0.063
Si  0.1294  -0.107  0.0118
Si  -0.1427  0.1432  -0.0343
Si  -0.0008  0.1969  -0.0922
Si  0.1338  -0.1744  0.0622
Si  -0.1416  0.0553  -0.0491
Si  0.1693  -0.1062  0.0577
Si  0.0656  -0.1963  0.0353
Si  -0.1405  0.0637  -0.084
Si  -0.0673  0.1148  -0.049
Si  0.1524  -0.1246  0.0371
Si  -0.1557  -0.0051  -0.0599
Si  0.0874  -0.2229  0.125
Si  0.2311  -0.1036  0.0793
Si  -0.0443  0.1033  -0.0502
Si  -0.0001  0.0027  -0.0097
Si  -0.0125  0.0344  -0.0107
Si  -0.0253  0.0299  -0.0464
Si  0.0287  -0.0222  -0.0332
Si  -0.0335  0.0178  -0.0109
Si  0.0058  -0.0106  -0.0191
Si  0.0196  -0.005  -0.0329
Si  0.0081  -0.0063  0.0131
Si  0.0717  -0.0479  0.0944
Si  -0.0256  0.0224  0.0048
Si  0.0091  0.0112  0.1739
Si  -0.0292  0.0321  -0.0699
Si  0.006  0.0033  -0.0354
Si  0.0493  -0.0669  0.1231
Si  -0.0178  0.0299  -0.0678
Si  -0.0312  -0.0006  0.0479
Si  -0.0622  0.0195  0.0124
Si  0.053  0.0287  0.0267
Si  -0.0278  0.074  -0.0119
Si  -0.0145  -0.0793  0.0316
Si  0.0688  0.0206  0.0024
Si  -0.0219  -0.0068  -0.0399
Si  -0.0226  -0.0588  0.0442
Si  -0.0119  0.0116  -0.0317
Si  0.0853  -0.0616  -0.0686
Si  -0.0174  -0.0312  -0.0265
Si  0.1257  0.0091  -0.0591
Si  0.1075  -0.0423  -0.0345
Si  -0.027  -0.156  -0.0022
Si  0.0047  0.0116  -0.0267
Si  0.0083  0.017  -0.0321
Si  0.0238  0.0078  -0.0259
As  -0.2397  0.1251  -0.0446
Si  0.0097  0.0353  0.0629
As  0.1021  -0.052  0.6234
Si  -0.0457  0.0606  -0.0072
Si  -0.0159  -0.0595  0.0205
Si  0.0166  -0.017  0.074
Si  -0.004  0.0234  0.0053
Si  -0.0038  0.0139  0.0327
O  -0.0018  -0.0072  -0.034
O  0.0524  0.2753  0.2044
O  -0.0362  0.0451  -0.0228
O  0.0131  0.0038  -0.0066
O  0.0008  -0.0176  -0.0086
O  0.0619  -0.0301  -0.0684
O  0.0092  0.0073  0.0046
O  0.0093  -0.0026  -0.0314
O  0.001  -0.0003  0.0191
O  -0.0012  -0.0033  0.0186
O  0.001  -0.0046  0.0205
O  -0.0062  0.0053  0.0221
O  -0.0016  0.003  0.0105
O  0.0044  0.0015  0.0268
O  -0.0065  0.0044  0.0165
O  -0.0022  0.0054  0.0173
Si  -0.0191  0.0601  -0.0801
Si  0.0126  0.0099  0.0204
Si  0.0047  0.0118  -0.0292
Si  0.0172  0.0207  -0.0187
Si  -0.0087  0.0044  -0.0298
Si  -0.0074  -0.0177  -0.0017
Si  -0.0083  -0.0021  -0.0014
Si  -0.0062  0.0036  -0.0203
Si  0.0113  0.0044  -0.0068
Si  0.0044  0.0081  -0.0366
Si  -0.0024  -0.003  -0.0054
Si  -0.1967  -0.1757  -0.3995
Si  -0.0017  0.007  -0.0242
Si  -0.0023  0.0002  -0.0297
Si  0.0106  -0.0029  -0.0022
Si  -0.0078  0.0019  -0.0344
Si  -0.0296  -0.0598  0.0116
Si  0.0048  0.0008  -0.0262
Si  -0.0006  0.0041  -0.031
Si  -0.0683  -0.0627  0.0304
Si  0.0085  0.008  -0.0185
Si  -0.0046  0.0065  -0.0227
Si  -0.0053  0.0015  -0.0211
Si  -0.0057  0.0027  -0.0067
Si  0.0029  0.0057  -0.0184
Si  -0.003  -0.0021  -0.0199
Si  -0.0017  0.009  -0.0127
Si  -0.0031  0.0021  -0.0278
Si  -0.0221  -0.0112  0.0005
Si  -0.0063  0.0182  -0.1232
Si  -0.0136  -0.0587  -0.0211
Si  -0.0008  0.0023  -0.0242
Si  -0.0127  0.0112  -0.0073
Si  0.0001  0.0059  -0.0251
Si  0.0179  0.0014  0.017
Si  -0.0095  0.0035  -0.0198
Si  0.0683  -0.0697  0.0059
O  -0.0081  0.0082  0.013
O  -0.0046  0.0047  0.0064
O  0.002  0.0084  0.013
O  -0.0357  0.0187  0.0157
O  0.0295  0.0236  -0.0412
O  -0.0092  0.0072  -0.0062
O  0.0039  0.0341  0.0159
O  -0.013  0.0069  -0.0034
O  -0.0303  -0.0013  0.0237
O  -0.0011  0.0075  0.011
O  -0.0116  0.0008  0.0746
O  0.0047  0.004  0.0082
O  -0.0045  -0.0025  0.0093
O  -0.0022  0.0023  0.0029
O  -0.0044  0.0006  0.0098
O  0.0013  0.0148  -0.0069
O  0.0003  0.0043  0.0068
O  0.0005  0.0018  0.0048
O  -0.0078  0.0099  -0.0074
O  -0.0045  0.0025  -0.0073
O  -0.009  -0.0037  0.0167
O  -0.0012  0.004  0.0025
O  0.0002  -0.0028  0.0043
O  -0.002  0.0039  0.0101
O  -0.0029  0.0016  0.0055
O  -0.0008  0.0018  0.0112
O  -0.0122  -0.0074  0.0072
O  -0.0011  0.0006  0.0067
O  -0.0179  -0.0049  -0.0067
O  -0.0078  -0.0004  0.0047
O  -0.0089  -0.0034  0.0029
O  -0.0095  0.0124  0.0005
O  -0.0029  0.0014  0.0028
O  -0.0029  0.0016  0.0078
O  0.047  0.0812  -0.0763
O  -0.0276  -0.044  -0.0231
O  -0.0085  -0.0012  0.0314
O  -0.0095  0.0073  -0.0023
O  -0.0004  -0.0017  0.0111
O  -0.0029  0.0037  -0.0002
O  -0.0402  0.0403  0.0037
O  -0.0016  -0.006  0.0182
O  0.0051  -0.0038  0.0112
O  -0.0037  0.0025  0.0016
O  0.008  0.0101  0.005
O  0.002  0.0041  0.0109
O  0  0.0024  0.0034
O  0.0024  -0.007  -0.0157
O  -0.0033  0.0048  0.0067
O  -0.0037  0.0015  0.0072
O  -0.0017  0.0008  0.0065
O  -0.0027  0.0022  0.0065
O  0.0007  0.0013  0.0068
O  -0.0037  0.0132  0.0057
O  -0.0024  -0.001  0.0028
O  -0.0047  0.0068  0.0009
O  -0.0051  0.0115  -0.0054
O  0.0037  0.0016  0.0087
O  0.0056  0.0221  -0.0185
O  0.0067  0.0091  0.0086
O  -0.0055  0.0082  0.0097
O  -0.0013  -0.0032  0.011
O  0.0057  0.0024  -0.0035
O  -0.0046  -0.0025  0.0109
O  -0.0013  -0.0019  0.0096
O  0.0017  -0.0028  0.0093

The program warned: the cutoff lies below the one the program advises for these potential files; the forces do not sum to zero within the program's tolerance; the exchange-correlation potential is rough where the density is thin.
